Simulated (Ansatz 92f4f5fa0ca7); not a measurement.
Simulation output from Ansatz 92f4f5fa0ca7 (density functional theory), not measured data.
Periodic cell of 219 atoms, Si133O78N8, from a study of silicon, its oxide and their interface. The atomic structure is a simulated model.
Doubt: the cutoff is far below the 930 eV that the study's wrapper takes by default for these files, so forces and energies are approximate.
This geometry differs little from another in the collection (a relaxation step or a small displacement).

Settings
functional: PBE
potential files: Ansatz PAW
basis: plane waves
wave-function cutoff: 580 eV
density cutoff ratio: 5
exchange-correlation grid ratio: 1
k mesh: 1 x 1 x 1, Gamma-centred
self-consistency stop: 5e-08 eV per atom in the density residual
occupations: fixed
spin: none
net charge: 0

Cell vectors (angstrom)
a, 10.938, 0, 0
b, 0, 10.938, 0
c, 0, 0, 31.6726

Atoms: element, x, y, z (angstrom)
Si, -0.6649, 0.5117, 24.1243
Si, 5.8058, -0.365, 24.4892
Si, 2.3324, 2.5065, 23.976
Si, 7.9878, 2.6979, 24.4253
Si, 0.3227, 5.0608, 24.003
Si, 5.8114, 4.9694, 24.3683
Si, 2.4306, 8.1421, 23.9838
Si, 7.8787, 8.1486, 24.2611
Si, 1.1221, 1.2865, 25.5565
Si, 6.8279, 1.2452, 25.8227
Si, 4.0055, 3.8128, 25.3263
Si, 9.5676, 4.1098, 25.4318
Si, 1.3276, 6.6927, 25.4547
Si, 6.8472, 6.6296, 25.7531
Si, 4.0435, 9.3458, 25.3875
Si, 9.5294, 9.5021, 25.3267
Si, 2.7106, -0.0714, 26.7975
Si, 8.3163, -0.1073, 26.9527
Si, -0.0381, 2.7837, 26.9122
Si, 5.4123, 2.713, 26.9222
Si, 2.7923, 5.3906, 26.8078
Si, 8.325, 5.4099, 26.977
Si, 0.0011, 8.1794, 26.8113
Si, 5.4418, 8.1367, 26.9093
Si, 4.1018, 1.3673, 28.2543
Si, 9.5708, 1.3673, 28.2543
Si, 1.3673, 4.1018, 28.2543
Si, 6.8362, 4.1018, 28.2543
Si, 4.1018, 6.8362, 28.2543
Si, 9.5708, 6.8362, 28.2543
Si, 1.3673, 9.5708, 28.2543
Si, 6.8362, 9.5708, 28.2543
Si, 0, 0, 29.6216
Si, 5.469, 0, 29.6216
Si, 2.7345, 2.7345, 29.6216
Si, 8.2035, 2.7345, 29.6216
Si, 0, 5.469, 29.6216
Si, 5.469, 5.469, 29.6216
Si, 2.7345, 8.2035, 29.6216
Si, 8.2035, 8.2035, 29.6216
Si, 1.3673, 1.3673, 30.9888
Si, 6.8362, 1.3673, 30.9888
Si, 4.1018, 4.1018, 30.9888
Si, 9.5708, 4.1018, 30.9888
Si, 1.3673, 6.8362, 30.9888
Si, 6.8362, 6.8362, 30.9888
Si, 4.1018, 9.5708, 30.9888
Si, 9.5708, 9.5708, 30.9888
Si, 2.7345, 0, 0.6835
Si, 8.2035, 0, 0.6835
Si, 0, 2.7345, 0.6835
Si, 5.469, 2.7345, 0.6835
Si, 2.7345, 5.469, 0.6835
Si, 8.2035, 5.469, 0.6835
Si, 0, 8.2035, 0.6835
Si, 5.469, 8.2035, 0.6835
Si, 4.1018, 1.3673, 2.0507
Si, 9.5708, 1.3673, 2.0507
Si, 1.3673, 4.1018, 2.0507
Si, 6.8362, 4.1018, 2.0507
Si, 4.1018, 6.8362, 2.0507
Si, 9.5708, 6.8362, 2.0507
Si, 1.3673, 9.5708, 2.0507
Si, 6.8362, 9.5708, 2.0507
Si, 0, 0, 3.418
Si, 5.469, 0, 3.418
Si, 2.7345, 2.7345, 3.418
Si, 8.2035, 2.7345, 3.418
Si, 0, 5.469, 3.418
Si, 5.469, 5.469, 3.418
Si, 2.7345, 8.2035, 3.418
Si, 8.2035, 8.2035, 3.418
Si, 1.2472, 1.5105, 4.8032
Si, 6.8948, 1.3173, 4.7645
Si, 4.02, 4.1241, 4.866
Si, 9.5313, 4.1772, 4.8068
Si, 1.3563, 6.8909, 4.761
Si, 6.7668, 6.8844, 4.7624
Si, 4.1951, 9.5591, 4.7696
Si, 9.6113, 9.6047, 4.775
Si, 2.7526, 0.0867, 5.8924
Si, 8.396, 0.0978, 6.1774
Si, -0.0295, 3.0105, 6.3527
Si, 5.4795, 2.6343, 6.0795
Si, 2.6414, 5.6477, 6.273
Si, 8.1623, 5.6278, 6.1305
Si, 0.0832, 8.3153, 6.1538
Si, 5.5993, 8.264, 6.2814
Si, 3.9486, 1.4096, 7.3761
Si, 9.2894, 1.8542, 7.6278
Si, 0.8222, 4.8665, 7.7285
Si, 6.9196, 4.0022, 7.2929
Si, 3.8726, 7.2326, 7.573
Si, 9.5214, 7.0821, 7.4473
Si, 1.7095, 9.5687, 7.3428
Si, 7.3592, 9.4367, 7.4993
N, 8.6691, 8.4411, 8.3144
O, 3.2047, 2.8375, 7.8527
O, 13.0334, 16.1922, 20.6855
O, 6.2405, 3.9012, 15.082
O, 6.8122, 9.3928, 23.8446
N, -0.0483, 5.9938, 22.5074
O, 2.2309, 1.9983, 10.11
N, -0.4722, 5.9414, 8.4785
O, 10.995, 5.2987, 11.2354
O, -1.9637, 15.0803, 10.0895
N, 3.9283, 0.352, 8.8583
O, 4.0208, 4.1664, 10.0919
N, 8.7763, 6.9139, 10.5505
N, 6.823, 3.7185, 23.4252
O, 11.002, 11.3553, 22.6371
O, 5.3156, 6.3239, 23.4645
O, 1.3701, 3.82, 23.5012
O, 2.5141, 7.1255, 22.6231
N, 8.0122, 7.1313, 22.791
O, 1.6754, 9.528, 23.4303
Si, 4.3177, 0.6439, 22.1457
Si, 9.829, 5.5678, 10.0916
Si, 4.5251, 8.9608, 20.6949
Si, 6.3284, 6.8566, 22.2771
Si, -1.5768, 5.4285, 16.5431
Si, 9.3993, 5.8523, 13.7234
Si, -2.8144, -1.0012, 18.5252
Si, 12.1325, 10.0455, 14.6855
Si, 2.7928, 3.3439, 9.3604
Si, 1.1838, -3.5086, 13.4281
Si, -8.2864, 4.7294, 13.8131
Si, 17.9742, 3.39, 16.4231
Si, 6.6966, 12.3426, 11.8832
Si, 7.1919, 4.1412, 21.7559
Si, 2.3369, 11.3512, 9.6508
Si, 12.6278, 8.8754, 19.9253
Si, 5.1631, 14.158, 14.0519
Si, 9.235, 6.1197, 21.9132
Si, -10.6539, -0.5527, 17.7248
Si, 6.0419, -6.4623, 19.1804
Si, -4.2728, 20.427, 11.6372
Si, 9.076, 8.5773, 10.0472
Si, 0.7801, 9.6254, 11.6926
Si, 11.1212, 4.0243, 12.293
Si, 12.809, 2.0171, 17.9557
Si, 3.6647, 11.8083, 15.6075
Si, 12.5151, -0.1368, 22.3682
Si, 6.2876, 0.5304, 16.8294
Si, 9.3292, 13.5262, 10.5529
Si, 2.8152, 4.5211, 19.3804
Si, 5.3937, -0.0623, 9.6243
Si, 5.1653, 5.2941, 9.6867
Si, 5.9142, 11.3113, 19.6366
Si, 12.3693, 4.5739, 16.707
Si, 7.3804, 6.6084, 11.5933
Si, 12.3258, 6.4691, 21.573
Si, -2.7438, 6.8197, 19.0386
O, 2.5864, 10.9162, 14.7644
O, 5.0497, 10.969, 15.8856
O, 7.9822, 2.842, 7.7769
O, 2.4097, 4.5679, 15.4143
O, 6.8435, 5.9061, 18.9555
O, 6.5067, 10.4528, 8.5039
O, -4.8238, 16.7329, 10.9277
O, -2.8846, -5.1749, 12.8014
O, -0.7969, 4.3915, 13.5676
O, 13.2263, 6.2597, 13.4531
O, -4.1975, -0.1045, 12.5889
O, 0.4394, 10.3078, 13.2018
O, 9.1415, -4.5282, 17.7976
O, 1.1992, -1.7498, 18.401
O, 2.2323, 5.2102, 17.9969
O, 11.7632, 7.6515, 20.5782
O, 10.9778, 5.3272, 16.3836
O, 7.977, 9.5974, 10.6718
O, 18.2262, -0.7155, 17.1382
O, 9.037, 1.572, 23.7204
O, 12.4238, -2.5051, 14.693
O, 3.0478, 1.3415, 17.0456
O, 1.0097, 13.9752, 17.0288
O, 15.3786, 15.6264, 19.5078
O, 18.4763, 10.9678, 19.7022
O, 7.159, 1.7674, 16.2154
O, 6.7545, 7.9925, 12.2669
O, 8.7859, 4.519, 21.8548
O, 4.2097, 15.3496, 13.4623
O, 12.5208, -0.6862, 20.8214
O, 9.6674, 12.5754, 9.2452
O, 4.1151, 2.1777, 14.7497
O, 10.5348, -3.9359, 13.4452
O, 4.4179, 6.5839, 8.9991
O, -1.2425, 10.198, 18.2427
O, 4.0417, 9.9694, 21.9046
O, 5.8904, 1.2616, 10.4627
O, -2.3986, 4.01, 16.6412
O, -0.4482, -1.6795, 10.6283
O, -5.3311, 7.9644, 21.3584
O, 1.5263, 4.3421, 9.1371
O, 1.4734, 8.1932, 12.0215
O, 5.6394, 12.0437, 18.2265
O, -0.2918, 2.6668, 11.5272
O, 20.0501, 6.6195, 20.3714
O, 6.1255, 25.6325, 17.719
O, 5.9668, 13.4036, 12.8576
O, -2.1279, 6.1515, 15.2014
O, 0.8365, 11.7797, 18.3795
O, -4.1477, 3.4391, 20.3006
O, 5.4269, 0.7563, 23.3225
O, 6.1708, 4.6265, 8.604
O, -5.7126, -1.1061, 19.5358
O, -2.7696, 12.9, 11.4958
O, 13.7008, 19.3594, 7.9696
O, 18.7792, 8.4003, 18.96
O, 12.2356, 10.6891, 8.5325
O, 1.6886, 3.7866, 12.8696
O, 6.3697, 5.5075, 21.3966
O, 25.107, 8.294, 19.9774
N, 2.7464, 12.167, 22.6777
O, 16.0607, 12.1373, 20.8187
O, 0.3561, -0.5627, 16.0749
O, 1.9517, -0.3959, 11.0084
O, 5.3057, -1.3032, 10.7093
O, 2.4506, 2.8968, 19.2382

Results
free energy: -131988.063 eV
free energy less fixed offsets of N -385.13, O -568.88, Si -635.61 eV per atom: 1.747 eV

Forces (eV/angstrom), in the order of the atoms: element, x, y, z
Si, -0.051, 0.1628, -0.2324
Si, 0.0782, 0.0232, -0.2436
Si, 0.0841, -0.0516, -0.1429
Si, -0.0426, -0.0873, -0.3031
Si, 0.0842, 0.0172, -0.298
Si, -0.0794, -0.1313, -0.1426
Si, 0.0186, 0.1205, -0.5014
Si, 0.019, 0.009, -0.0495
Si, 0.0493, -0.0173, 0.0877
Si, 0.0369, 0.026, 0.1565
Si, -0.0273, 0.0477, 0.0868
Si, -0.0313, 0.0231, 0.2125
Si, -0.0597, -0.0562, 0.3049
Si, -0.0275, 0.0607, 0.0764
Si, -0.116, 0.0011, 0.2234
Si, 0.088, -0.0831, 0.1499
Si, 0.0514, 0.0474, -0.0116
Si, -0.0337, -0.0193, -0.0686
Si, -0.0206, -0.0188, -0.0555
Si, -0.0237, 0.0068, -0.0037
Si, 0.0306, -0.0126, -0.0516
Si, 0.0555, -0.0217, -0.0606
Si, -0.0286, -0.0422, -0.0659
Si, 0.0316, 0.0557, -0.0618
Si, -0.603, -0.4484, -0.047
Si, 0.3074, -0.0017, 0.3379
Si, 0.2015, 0.2182, -0.1038
Si, -0.0018, -0.1665, 0.0187
Si, -0.2347, -0.5278, 0.1077
Si, 0.5214, 0.4272, 0.3284
Si, -0.0372, -0.2186, -0.3972
Si, -0.0479, -0.336, 0.0695
Si, 0.0463, 0.136, 0.0019
Si, -0.0531, 0.0027, -0.0625
Si, -0.1404, -0.147, -0.0158
Si, -0.2605, -0.1921, 0.0016
Si, 0.1582, 0.2588, 0.0375
Si, 0.0194, 0.0871, -0.0057
Si, -0.1932, -0.1316, -0.0346
Si, -0.1222, -0.1163, 0.0272
Si, 0.0513, -0.005, 0.0092
Si, 0.044, -0.0173, 0.0136
Si, 0.035, -0.0442, -0.0414
Si, 0.0299, -0.0213, -0.0528
Si, 0.0309, -0.0525, 0.0405
Si, 0.0137, -0.013, 0.0043
Si, 0.0647, -0.0264, -0.0333
Si, 0.0003, 0.0606, -0.0406
Si, -0.0465, 0.0179, -0.0016
Si, -0.0668, -0.0027, 0.0015
Si, -0.027, -0.0334, 0.0227
Si, -0.035, 0.0184, 0.0232
Si, -0.0394, 0.0849, 0.0002
Si, -0.0667, 0.061, 0.0116
Si, -0.0492, -0.0169, 0.0259
Si, 0.0527, -0.0429, 0.0324
Si, 0.0657, -0.0496, 0.1071
Si, 0.0345, -0.0002, -0.0445
Si, 0.1037, 0.0139, -0.0454
Si, 0.0117, -0.0888, 0.0665
Si, -0.0447, -0.0676, -0.0355
Si, 0.0544, -0.0301, 0.0382
Si, 0.2415, 0.1996, 0.0446
Si, 0.0629, 0.1044, -0.0743
Si, -0.0174, 0.4975, -0.1341
Si, 0.4913, -0.0962, -0.3674
Si, -0.3968, 0.3792, 0.1702
Si, 0.1212, 0.1458, 0.0734
Si, -0.0028, 0.1314, -0.0049
Si, -0.521, -0.132, 0.266
Si, 0.3943, 0.1037, -0.0924
Si, -0.0901, 0.2289, 0.1218
Si, 0.0492, 0.0014, 0.0275
Si, -0.0463, -0.0333, 0.0161
Si, 0.059, -0.0257, -0.001
Si, -0.0395, 0.0274, 0.0359
Si, -0.0005, 0.0252, 0.0163
Si, 0.0468, -0.0195, 0.0157
Si, -0.0488, -0.0043, 0.0137
Si, 0.0948, -0.0163, -0.0069
Si, -0.0524, -0.0476, -0.1309
Si, -0.0361, 0.0527, -0.0162
Si, 0.0329, -0.0394, -0.0919
Si, 0.135, 0.288, -0.1744
Si, -0.0023, -0.0552, -0.0225
Si, 0.0146, -0.0148, -0.205
Si, -0.1892, -0.1397, -0.1588
Si, -0.066, 0.021, -0.1479
Si, -0.0633, -0.2191, 0.3462
Si, -0.057, -0.0356, 0.0255
Si, -0.0505, 0.137, 0.1321
Si, 0.0012, -0.1972, 0.1311
Si, -0.1585, 0.1012, 0.0603
Si, 0.0605, 0.0921, 0.105
Si, 0.2378, 0.1198, 0.235
Si, 0.1043, 0.0925, 0.3476
N, 0.0427, 0.018, 0.0035
O, -0.0146, -0.0639, 0.0314
O, -0.016, 0.0104, 0.0097
O, 0.0073, -0.0007, 0.0103
O, 0.0009, -0.0479, 0.0131
N, -0.033, -0.0161, 0.0277
O, -0.0012, 0.0378, -0.0411
N, 0.0573, -0.047, 0.0447
O, -0.0093, 0.0065, -0.0137
O, -0.0022, 0.0115, 0.002
N, -0.1633, 0.0557, 0.0233
O, -0.037, -0.0229, 0.009
N, 0.0199, -0.0342, -0.0052
N, 0.0333, -0.0437, 0.0278
O, -0.0376, -0.0136, 0.0912
O, 0.042, 0.1014, -0.019
O, -0.0553, 0.0186, 0.1115
O, -0.0664, -0.0291, 0.0752
N, -0.0206, 0.0345, 0.0313
O, 0.0446, -0.0622, 0.0906
Si, -0.0996, 0.1055, 0.0097
Si, 0.0417, -0.0162, -0.0653
Si, 0.0317, -0.0177, -0.0586
Si, -0.0837, 0.0153, -0.0584
Si, -0.0316, 0.0166, 0.0024
Si, 0.0274, -0.0051, -0.0154
Si, -0.0074, -0.0009, 0.0259
Si, -0.0266, -0.0158, -0.0275
Si, -0.0225, -0.0431, -0.0102
Si, 0.0084, -0.0111, -0.0377
Si, -0.027, 0.0067, -0.0006
Si, -0.0091, -0.0001, -0.0039
Si, -0.0028, -0.0281, -0.0009
Si, -0.0078, -0.0439, 0.0613
Si, 0.0756, -0.0297, -0.0651
Si, -0.0163, -0.0647, 0.002
Si, 0.0091, -0.0047, -0.0012
Si, 0.0494, -0.0044, -0.0086
Si, -0.0061, -0.0344, 0.0186
Si, 0.0228, 0.0407, 0.0759
Si, -0.0049, 0.0187, -0.0258
Si, -0.0329, 0.0489, -0.0946
Si, 0.0377, -0.0241, -0.0109
Si, -0.0146, -0.0239, 0.0343
Si, -0.0069, 0.0044, 0.0334
Si, -0.0078, 0.0157, -0.0086
Si, 0.048, 0.0773, 0.094
Si, 0.0098, 0.0109, 0.0314
Si, -0.0035, 0.0112, 0.0227
Si, -0.0085, 0.0168, 0.0218
Si, -0.0069, 0.0029, -0.059
Si, 0.0671, 0.0251, -0.066
Si, 0.0205, -0.0075, 0.0136
Si, 0.005, 0.0091, -0.0201
Si, 0.0003, 0.0121, 0.0326
Si, 0.0042, -0.0026, 0.0332
Si, 0.0124, 0.0105, 0.0103
O, 0.0003, 0.0026, -0.0077
O, -0.0023, -0.0036, -0.0092
O, -0.0124, 0.0155, -0.0509
O, -0.0089, 0.0014, 0.0161
O, -0.0129, -0.0207, -0.0203
O, -0.0137, -0.036, -0.0773
O, -0.0274, -0.0204, -0.0049
O, -0.0126, 0.0045, -0.0196
O, 0.0031, -0.0006, -0.0125
O, -0.0089, 0.0094, 0.0015
O, 0.0064, -0.009, -0.0069
O, 0.012, 0.0054, 0.0187
O, 0.012, -0.0164, -0.0233
O, -0.0047, 0.0201, 0.0054
O, -0.003, -0.0003, -0.0074
O, 0.0258, 0.0295, -0.0202
O, -0.0023, 0.0017, 0.0121
O, 0.0309, -0.0175, -0.0039
O, -0.002, 0.0025, -0.0144
O, -0.0034, 0.0117, 0.015
O, 0.0029, 0.0114, 0.0129
O, 0.0067, 0.003, -0.0003
O, -0.0039, 0.0014, -0.0095
O, 0.0099, -0.0023, -0.0197
O, -0.0003, -0.0099, -0.0283
O, 0.0026, -0.0022, -0.0038
O, 0.0086, -0.0257, -0.0082
O, 0.0202, 0.0207, 0.0208
O, 0.0022, 0.0028, -0.0036
O, -0.0107, 0.0013, 0.003
O, -0.001, 0.0045, -0.0347
O, -0.0121, -0.0151, 0.0144
O, -0.0057, 0.0021, 0.0115
O, -0.0129, 0.0163, -0.017
O, 0.0077, 0.0084, -0.0039
O, -0.0084, 0.0053, 0.0489
O, 0.0136, 0.0095, 0.0058
O, 0.0147, 0.0114, -0.0044
O, -0.0597, -0.0414, -0.0348
O, 0.0223, -0.0407, 0.0349
O, 0.033, -0.0337, -0.054
O, -0.0093, -0.0075, 0.0089
O, 0.0018, 0.005, -0.0144
O, 0.011, 0.0059, -0.0052
O, 0.0043, -0.0068, 0.0139
O, 0.0042, -0.0054, 0.004
O, -0.0073, -0.002, -0.0113
O, 0.0152, -0.0133, 0.01
O, 0.0145, 0.0029, -0.0031
O, 0.01, 0.0258, 0.0349
O, -0.0177, -0.04, 0.0702
O, 0.0034, 0.0219, -0.0068
O, -0.0068, 0.0092, 0.0042
O, 0.0211, -0.0029, -0.0208
O, 0.0223, -0.0748, -0.0552
O, -0.0047, -0.0129, -0.0057
O, -0.0056, 0.0292, -0.0075
O, -0.0001, 0.0175, -0.0054
O, -0.0276, -0.0095, -0.0331
O, -0.0059, 0.0073, 0.0123
N, -0.0485, -0.1543, -0.0383
O, -0.0163, -0.0263, -0.0024
O, -0.0019, 0.0061, 0.0028
O, 0.0198, 0.0199, -0.008
O, 0.0147, 0.0106, 0.0094
O, -0.0046, -0.0121, -0.0157

The program warned: the cutoff lies below the one the program advises for these potential files; the exchange-correlation potential is rough where the density is thin.
